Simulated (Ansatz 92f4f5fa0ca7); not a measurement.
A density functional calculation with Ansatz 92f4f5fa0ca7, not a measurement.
Periodic cell of 239 atoms, Si108O131, from a study of silicon, its oxide and their interface. The atomic structure is a simulated model.

Settings
functional: r2SCAN
potential files: Ansatz norm-conserving
basis: plane waves
wave-function cutoff: 1300 eV
density cutoff ratio: 4
exchange-correlation grid ratio: 1
k mesh: 2 x 2 x 1, shifted by 0.5 0.5 0.5 of a step
self-consistency stop: 5e-08 eV per atom in the density residual
occupations: Fermi-Dirac, 0.05 eV
spin: none
net charge: 0

Cell vectors (angstrom)
a, 11.5435, 0, 0
b, 0, 11.5435, 0
c, 1.0573, 5.2781, 29.561

Atoms and the computed forces on them: element, x, y, z (angstrom), force x, y, z (eV/angstrom)
Si, 1.4721, 9.1034, -1.0014, 0.2603, 0.0836, -0.0922
Si, 0.1053, 2.0165, -0.9128, -0.2972, 0.0855, -1.1897
Si, 0.392, 6.3128, -1.1709, 0.1254, -0.1006, -0.29
Si, 4.3938, 9.4537, -0.4726, 0.0229, 0.1959, 0.1182
Si, 5.2126, 2.3389, -0.4622, -0.2547, -0.2636, -0.1354
Si, 5.1894, 6.3855, -0.2859, -0.0537, 0.1412, -0.0138
Si, 8.4566, -1.9468, 0.048, -0.1725, -0.0627, 0.115
Si, 9.0106, 0.8598, -1.3026, -0.0737, -0.0955, -0.2182
Si, 8.9549, 6.7694, -0.6735, -0.1095, -0.0564, -0.0162
Si, 4.5166, -1.8484, 1.8374, 0.1674, 0.0807, 0.1034
Si, 3.497, 1.898, 1.9656, 0.3451, -0.2128, -0.249
Si, 3.2604, 5.7759, 1.9306, 0.7639, 0.068, -0.5029
Si, 6.9894, -1.8888, 1.8759, -0.2493, -0.0263, 0.1689
Si, 7.6396, 2.5272, 1.0092, -0.2538, -0.6286, -0.1408
Si, 7.6682, 6.0916, 1.8143, 0.0209, 0.6583, -0.1933
Si, 11.3364, -1.9741, 1.6007, 0.1123, 0.0394, -0.4432
Si, 11.9298, 2.1009, 1.4283, 0.7146, -0.1355, 0.7689
Si, 12.4424, 5.7837, 1.8273, -0.7735, 0.0348, -0.2333
Si, 3.7216, -0.056, 3.1613, 0.0724, -0.0401, 0.0086
Si, 3.8445, 3.8734, 3.2069, -0.1739, 0.0496, -0.1673
Si, 3.8726, 7.7693, 3.1332, 0.104, -0.061, -0.0467
Si, 7.5559, 0.0556, 2.9998, -0.6056, -0.1498, -0.3009
Si, 7.8086, 4.0355, 2.8674, -0.0788, -0.0972, -0.0298
Si, 7.6279, 7.897, 3.2657, 0.0427, -0.3726, 0.0377
Si, 11.5094, 0.0604, 2.7218, 0.0464, -0.0724, 0.1543
Si, 11.6245, 3.9285, 2.9835, 0.0779, 0.1277, 0.2395
Si, 11.639, 7.713, 3.058, -0.0963, 0.0895, 0.1239
Si, 1.7167, -0.147, 4.3888, -0.0678, -0.0491, 0.004
Si, 1.8837, 3.8063, 4.5642, 0.1608, -0.0322, 0.1939
Si, 1.9636, 7.7514, 4.5808, 0.0177, -0.0664, 0.0933
Si, 5.6733, 0.1154, 4.4009, -0.0033, 0.1564, -0.0479
Si, 5.8765, 3.9589, 4.3508, -0.0834, -0.0762, 0.1646
Si, 5.7325, 7.7519, 4.6026, -0.0944, 0.2244, -0.1113
Si, 9.6579, 0.1103, 4.1455, 0.0744, -0.0766, 0.1455
Si, 9.6555, 4.0364, 4.3034, 0.2544, 0.2335, 0.3113
Si, 9.6681, 7.8684, 4.4504, 0.1229, 0.1596, -0.0102
Si, 1.9267, 9.6216, 6.0086, 0.161, 0.1269, 0.0157
Si, 1.671, 1.7804, 5.7625, -0.1713, -0.0133, -0.1998
Si, 1.9875, 5.7474, 6.0271, -0.2355, -0.0767, -0.3301
Si, 5.8042, 9.7923, 5.8034, 0.1231, -0.0215, 0.2266
Si, 5.7427, 2.0283, 5.7084, -0.0606, -0.0055, -0.1098
Si, 5.7143, 5.8256, 5.8738, 0.2518, -0.2125, -0.1461
Si, 9.6776, 9.8641, 5.8155, 0.0394, -0.111, 0.1915
Si, 9.7146, 1.9983, 5.5114, -0.1472, 0.0037, -0.2253
Si, 9.6435, 5.9699, 5.8111, -0.351, 0.0023, -0.0838
Si, 4.0087, 10.0796, 7.25, 0.0323, 0.2382, 0.1047
Si, 3.6886, 1.5707, 6.8322, 0.1033, -0.2963, 0.8709
Si, 3.9566, 5.5781, 7.43, 0.0254, 0.7189, 0.0952
Si, 7.6492, 10.7383, 6.959, -0.2607, -0.652, 0.0155
Si, 7.8065, 1.4805, 6.679, 0.0082, 0.6705, 0.1139
Si, 7.6232, 6.1556, 7.1569, 0.1601, -0.3493, 0.3137
Si, 11.5652, 9.6868, 7.3571, -0.1106, -0.0053, -0.5352
Si, 11.3129, 1.8733, 7.2704, 0.2769, 0.1067, -0.249
Si, 11.5075, 5.7545, 7.2592, 0.144, 0.1601, -0.1492
Si, 3.4817, 9.537, 10.1097, 0.2518, 0.0648, 0.3389
Si, 4.4029, 3.6603, 8.6121, -0.1147, -1.0273, 0.5685
Si, 3.7609, 6.5957, 10.2331, 0.0441, 0.0528, 0.5521
Si, 8.2338, -0.782, 9.8324, -0.1799, 0.3254, 0.2027
Si, 7.4018, 3.4734, 8.7616, 0.1865, -0.039, 0.0176
Si, 8.1824, 7.7691, 9.5122, 0.1711, -0.299, 0.115
Si, 11.1851, -0.0016, 8.7439, -0.4612, -0.3183, -0.442
Si, 11.2281, 3.8285, 8.5984, 0.1652, -0.0041, 0.4308
Si, 11.2637, 7.6671, 8.5876, -0.1364, -0.1564, 0.3945
Si, 0.8848, 10.8387, 10.5585, 0.7319, -0.1302, 0.6652
Si, 1.6002, 4.3827, 10.8854, -0.1692, -0.2677, 0.4124
Si, -0.0273, 8.0638, 11.5656, -0.0533, -0.0494, 0.1809
Si, 3.2992, 0.1706, 12.0968, 0.2873, 0.2343, -0.0982
Si, 4.0145, 3.0113, 11.6316, 0.0238, -0.2433, 0.4176
Si, 4.4791, 5.5114, 12.8254, 0.1373, -0.1634, 0.343
Si, 8.9504, 0.9272, 12.28, -0.0902, 0.1737, 0.157
Si, 9.0831, 3.7074, 10.9766, 0.1661, -0.0511, 0.426
Si, 8.7573, 6.5131, 12.0705, -0.0082, -0.067, 0.1489
Si, 3.0684, 9.3868, 21.9723, 0.0193, -0.1577, 0.2639
Si, 8.5475, 4.0375, 15.7987, 0.0342, -0.1102, -0.3423
Si, 6.0871, 11.5712, 16.6839, 0.1399, -0.0121, -0.3575
Si, 0.0847, 7.2277, 17.8959, 0.1319, -0.065, -0.0638
Si, 2.2816, 0.2824, 15.007, -0.0665, -0.0096, -0.3531
Si, -0.7687, 11.2442, 14.3337, 0.0755, 0.132, -0.1426
Si, 3.8523, 1.7306, 16.9599, -0.0936, 0.1279, -0.3342
Si, 12.7172, 3.4074, 25.8815, -0.0343, -0.0316, 0.176
Si, 8.3441, 12.6084, 15.1561, -0.0199, 0.0573, -0.2748
Si, 13.6066, 8.6789, 19.3246, 0.0143, -0.1257, -0.1171
Si, 6.9423, 6.0823, 14.4999, -0.2101, 0.0424, -0.3714
Si, 5.303, 3.808, 18.7737, -0.0638, 0.0568, -0.1119
Si, 3.5612, 10.5029, 17.278, -0.1451, -0.1192, -0.225
Si, 10.3653, 8.5505, 15.8247, 0.0021, 0.117, -0.4649
Si, 9.8607, 10.8797, 24.9804, -0.0163, 0.0419, 0.0403
Si, 8.6869, 10.649, 20.5622, -0.0151, -0.0025, 0.0915
Si, 4.8508, 12.6631, 21.9132, -0.0273, -0.0128, 0.1759
Si, 12.8762, 6.0171, 13.1556, 0.0617, -0.0547, -0.0074
Si, 6.7978, 1.1881, 19.4833, 0.057, -0.0278, -0.1329
Si, 3.6828, 3.694, 21.4081, -0.0926, 0.1564, 0.1163
Si, 2.0947, 5.0551, 23.6672, 0.0338, 0.067, 0.1809
Si, 4.0952, 7.3144, 27.2753, 0.1126, 0.0358, -0.1573
Si, 6.1133, 10.2732, 22.5309, 0.0942, -0.1721, 0.3819
Si, 8.9029, 8.3036, 18.3664, -0.0124, -0.0718, -0.139
Si, 7.7871, 8.9661, 24.723, 0.0514, -0.2723, 0.1331
Si, 7.1486, 5.9949, 17.4629, 0.0501, 0.0368, -0.2954
Si, 10.8382, 4.4979, 24.1905, -0.2616, 0.0786, 0.0964
Si, 0.7094, 9.4966, 26.5642, 0.0359, -0.0786, -0.0367
Si, 8.0224, 10.765, 27.0522, -0.0907, 0.0136, -0.1692
Si, -0.0375, 13.2367, 24.0032, -0.1151, -0.0938, 0.0986
Si, -0.5417, 5.6889, 15.5637, 0.1273, -0.1739, -0.3389
Si, 6.4316, 5.4107, 27.2812, -0.1233, -0.3822, -0.0638
Si, 1.916, 1.3925, 21.5228, -0.1446, 0.086, 0.1243
Si, 8.6184, 6.1006, 25.4631, -0.1794, -0.0438, -0.1207
Si, 2.6871, 7.9705, 24.7605, -0.0255, 0.0821, 0.3548
Si, 11.9514, 10.6244, 20.8258, 0.015, 0.0415, 0.0447
O, 2.9632, 9.6589, -1.1803, -0.1651, -0.126, -0.0277
O, 0.9738, 9.5431, 0.4592, -0.2082, -0.0708, 0.0765
O, 13.5857, 2.157, 1.2953, -0.3471, -0.0377, 0.1043
O, -1.1118, 6.9082, -1.2987, 0.0848, -0.0341, 0.1223
O, 0.4784, 5.5226, 0.2374, 0.1775, 0.132, 0.1082
O, 6.341, 3.2593, 0.2492, 0.1559, -0.1716, 0.0929
O, 4.4776, 1.4927, 0.7075, 0.0073, 0.4291, -0.0229
O, 6.3793, 6.2412, 0.8031, 0.1569, -0.1043, 0.0414
O, 3.8954, 5.6558, 0.3684, -0.1971, 0.0852, 0.3629
O, 9.9075, -2.1119, 0.7933, 0.1724, 0.0729, 0.0439
O, 10.6411, 0.7731, -1.2704, 0.0145, 0.125, 0.0983
O, 8.6518, 2.03, -0.1993, -0.2338, 0.1904, 0.355
O, 9.0351, 6.3472, 0.8985, -0.2155, -0.0894, -0.0293
O, 7.2241, 1.1276, 1.7664, 0.3882, 0.6577, -0.0182
O, 3.3742, 2.4967, 8.1591, 0.3279, 0.399, -0.1029
O, 3.3298, 8.062, 10.7252, 0.0005, -0.016, -0.2739
O, 3.8988, 0.1319, 7.6007, -0.0474, 0.0323, -0.6473
O, 4.35, 9.469, 8.7467, -0.2015, 0.0313, -0.1117
O, 4.2243, 6.6762, 8.6816, -0.0933, -0.2424, -0.234
O, 7.1937, 10.8879, 8.5823, 0.3729, -0.1417, -0.0496
O, 8.0697, 9.2052, 10.2473, 0.1081, 0.105, -0.2616
O, 8.1972, 2.197, 8.1486, -0.2348, -0.0346, 0.0152
O, 7.9044, 4.881, 8.1498, -0.14, -0.1392, 0.0553
O, 7.2721, 7.4353, 8.1923, 0.2623, -0.1883, -0.1682
O, 4.0266, 10.4588, 11.3498, -0.4078, -0.0574, -0.3631
O, 2.0277, 10.0735, 9.6469, -0.2285, 0.0623, 0.3448
O, 4.514, 3.6103, 10.2291, -0.0297, 0.2214, -0.5464
O, 2.4135, 3.25, 11.7104, 0.1527, 0.268, -0.2375
O, 4.8476, 6.1298, 11.3631, -0.3517, -0.0447, -0.2617
O, 2.5161, 5.5667, 10.2806, 0.0965, 0.0279, -0.1065
O, 10.2146, 0.0429, 12.8305, -0.1469, 0.0424, 0.1466
O, 8.0508, 0.1192, 11.1854, 0.2187, -0.1169, -0.3508
O, 5.9113, 3.222, 8.1953, -0.0513, 0.3897, 0.4059
O, 7.5755, 3.5054, 10.3813, -0.0068, 0.0615, -0.4019
O, 10.0363, 7.5208, 11.9956, 0.1023, -0.0012, -0.1512
O, 7.8772, 6.7241, 10.7171, 0.1844, 0.1574, -0.2267
O, 9.6523, -0.3686, 9.1954, -0.1968, 0.0621, 0.2027
O, 9.9947, 3.9973, 9.6683, 0.1732, -0.0333, -0.1487
O, 12.4973, 3.6377, 9.6228, -0.2135, 0.209, -0.0376
O, 9.6683, 7.6195, 8.8978, -0.2913, 0.0802, 0.2176
O, 11.9466, 7.5082, 10.0901, -0.2007, 0.114, -0.3169
O, 7.985, 7.3715, 24.6879, 0.0751, 0.1203, 0.1246
O, -0.6493, 10.163, 26.0043, -0.0061, 0.0726, -0.0524
O, -0.6145, 3.2871, -1.6891, 0.3021, -0.1751, 0.061
O, 1.736, 10.6504, 27.0918, -0.2701, 0.0281, 0.2917
O, 8.4255, -0.6014, -0.8704, 0.21, 0.0292, -0.0163
O, 13.1859, 3.5002, 27.3983, -0.0398, -0.1523, -0.086
O, 5.0761, 8.2642, 28.1891, 0.2197, -0.2776, 0.1529
O, 4.8746, 7.9336, -0.5395, 0.0451, -0.2025, -0.0793
O, 6.0565, 1.3008, -1.3826, -0.1737, 0.1694, 0.0266
O, 2.4619, 6.4226, 24.4199, -0.062, -0.0119, -0.1418
O, 4.9026, 5.9132, 26.9666, 0.1352, 0.2397, 0.1954
O, 5.5767, 5.8751, -1.7829, 0.1868, -0.056, 0.3606
O, 8.4904, 1.2218, -2.8176, 0.0639, -0.1394, 0.285
O, 7.6916, 9.3417, 26.321, 0.1553, 0.2582, -0.1173
O, 11.4428, 4.4151, 25.7132, 0.2184, -0.2668, -0.3533
O, 8.2288, 8.2299, -0.843, 0.2772, -0.0561, 0.0095
O, 9.174, 10.8326, 28.1962, 0.0113, 0.1638, -0.0431
O, 9.4743, 5.3443, 24.2992, 0.218, -0.0636, 0.1357
O, 12.5329, 7.5495, 12.7298, -0.1556, -0.1309, -0.1848
O, 0.0878, 9.6891, 11.4607, 0.2358, 0.3182, -0.3549
O, 5.1007, 10.2695, 16.7493, -0.1297, 0.344, 0.1702
O, 12.2949, 5.6038, 14.5954, -0.2703, 0.1097, 0.0623
O, 12.1784, 5.0559, 12.0123, 0.3701, 0.138, -0.1208
O, 1.4444, 7.2794, 18.7705, -0.1461, 0.3357, -0.027
O, 4.2703, 1.4343, 11.7607, -0.3091, 0.0277, 0.0119
O, 3.2359, 0.0711, 13.7068, -0.2143, 0.035, 0.095
O, 4.7173, 3.8877, 12.8094, -0.2757, 0.262, -0.4382
O, 4.5036, 4.2607, 20.1287, 0.0092, -0.219, 0.0046
O, -0.0319, 5.8016, 17.1083, -0.1118, 0.362, 0.0592
O, 10.1523, 7.0486, 15.1817, 0.1463, 0.0421, 0.3145
O, 7.8876, 6.8462, 13.4073, 0.0342, -0.2142, -0.0347
O, 7.6868, 7.2021, 18.4124, 0.179, 0.018, -0.108
O, 8.026, 1.2919, 13.5691, 0.3323, -0.1301, 0.1918
O, 9.5447, 2.3152, 11.6736, -0.147, -0.0421, -0.1316
O, 8.2549, 2.4591, 15.9776, 0.0265, -0.0334, -0.0139
O, 2.6582, 1.6877, 15.8119, 0.2492, -0.3309, 0.2306
O, 12.3249, 9.6845, 19.5462, 0.1857, -0.0265, 0.2191
O, 3.1165, 8.7325, 23.4351, -0.0221, 0.0859, -0.3021
O, 2.552, 10.5654, 15.9982, 0.2531, 0.2227, 0.3126
O, 0.7469, 0.2242, 14.5051, 0.0042, -0.1087, 0.1274
O, 1.7637, 0.3037, 11.5261, -0.0719, -0.4642, -0.1174
O, 4.1758, 3.0944, 17.7822, 0.2126, -0.0667, 0.1645
O, 3.1085, 9.3357, 18.2735, -0.146, 0.0212, 0.1447
O, 9.1734, 4.9279, 12.0494, -0.1117, 0.0749, -0.2618
O, 8.2904, 4.8507, 17.1841, -0.1806, 0.1711, -0.0317
O, -1.4579, 4.3629, 15.349, -0.1958, 0.1904, 0.2199
O, 11.7092, 8.4122, 16.7473, -0.2611, -0.2718, 0.2512
O, 14.4121, 8.383, 20.7005, -0.1741, 0.2837, -0.071
O, 1.3342, 8.629, 25.358, 0.1167, -0.0006, 0.0552
O, 9.8611, 12.0835, 15.3736, -0.1373, -0.1073, -0.1683
O, -0.9502, 9.6561, 14.6624, -0.0369, -0.0017, 0.243
O, 14.4832, 5.8431, 13.2125, -0.0911, -0.017, -0.1606
O, 7.3314, 11.4495, 15.6672, -0.1209, 0.1957, 0.2552
O, 5.8833, 5.1841, 18.107, 0.1018, -0.1296, 0.0362
O, 5.5622, 12.4099, 20.4805, 0.0607, 0.0803, 0.0285
O, 2.3928, 2.8159, 20.8943, 0.2489, -0.134, 0.2081
O, 5.2265, 1.3215, 16.1732, -0.1042, -0.1852, 0.3375
O, 8.5994, 9.5442, 19.359, 0.0842, 0.0655, 0.0602
O, 6.5614, 2.7773, 19.0964, -0.2022, -0.0903, 0.027
O, 13.0779, 10.143, 21.9812, -0.0202, 0.0058, -0.3613
O, 5.4264, 6.1299, 13.9537, 0.1777, -0.0852, -0.0486
O, 4.6937, 9.7966, 21.826, 0.0227, 0.0894, 0.0499
O, 6.8467, 6.6957, 16.0039, 0.1558, -0.2415, 0.3025
O, 8.6849, 11.6725, 25.8347, 0.1465, -0.4584, 0.0949
O, 4.7046, 2.7093, 22.2482, -0.187, -0.1292, -0.314
O, 7.4961, 10.2077, 21.627, -0.0633, 0.16, -0.1344
O, 3.8561, 8.0995, 25.8793, -0.2073, -0.2113, 0.0465
O, 6.4718, 9.3922, 23.8687, 0.0571, 0.2539, -0.3105
O, 7.5073, 4.5606, 14.6507, 0.1998, 0.1903, 0.4057
O, 10.2963, 10.6254, 21.0601, 0.0232, -0.0064, -0.156
O, 2.2968, 3.864, 24.7797, -0.2741, 0.1252, -0.0944
O, 7.3584, 5.1842, 25.9694, 0.1551, 0.2903, 0.1212
O, 2.6539, 7.0184, 27.9794, -0.3304, 0.1226, 0.2282
O, 6.6634, 11.8321, 18.1592, -0.0731, 0.1161, 0.1442
O, 6.4664, 4.0623, 28.173, -0.1709, 0.1205, -0.071
O, 3.3052, 12.1076, 21.8227, 0.089, 0.2291, -0.1008
O, 1.1489, 13.1567, 22.9268, 0.0475, 0.0244, -0.2165
O, 12.2106, 13.447, 25.4696, -0.0653, 0.3063, -0.2244
O, 10.2824, 7.5115, 18.781, -0.012, 0.1108, -0.2206
O, 3.5226, 12.0082, 17.9707, 0.0948, -0.0922, -0.2026
O, 12.0408, 5.1126, 23.2512, 0.1105, -0.1746, 0.189
O, 9.1107, 9.72, 24.1197, -0.1716, 0.1176, 0.2028
O, 8.2289, 12.1889, 20.1157, -0.1347, -0.2326, -0.0133
O, 9.1148, 8.8745, 16.8303, 0.1663, -0.1959, 0.247
O, -0.9169, 11.885, 23.9859, 0.0731, 0.1099, 0.1027
O, 0.8815, 12.169, 20.5324, 0.1322, -0.2208, 0.2067
O, 1.4872, 7.4958, -1.1704, -0.1889, 0.098, 0.0533
O, 3.0979, 4.8446, 22.4048, -0.0314, -0.2694, -0.1301
O, 5.7563, 11.8269, 22.9809, -0.1594, -0.1161, -0.4138
O, 10.5343, 2.9712, 23.6865, 0.3616, 0.0694, 0.1343

Results
free energy: -73474.937 eV
free energy less fixed offsets of O -463.61, Si -117.95 eV per atom: -3.427 eV
pressure: -1.58 GPa
stress xx, yy, zz, yz, xz, xy (GPa, positive in tension): 1.99, 0.6, 2.15, -0.04, -0.05, 0.07
